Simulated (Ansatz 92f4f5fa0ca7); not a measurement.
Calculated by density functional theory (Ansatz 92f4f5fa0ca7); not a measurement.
Periodic cell of 226 atoms, Si133O92B1, from a study of silicon, its oxide and their interface. The atomic structure is a simulated model.
Doubt: the cutoff is far below the 930 eV that the study's wrapper takes by default for these files, so forces and energies are approximate.

Settings: functional PBE; potential files Ansatz PAW; basis plane waves; wave-function cutoff 580 eV; density cutoff ratio 5; exchange-correlation grid ratio 1; k mesh 1 x 1 x 1, Gamma-centred; self-consistency stop 5e-08 eV per atom in the density residual; occupations fixed; spin none; net charge -1 e, with a uniform compensating background and no finite-size correction.

Cell vectors (angstrom)
a	10.938	0	0
b	0	10.938	0
c	0	0	31.9494

Atoms and the computed forces on them: element, x, y, z (angstrom), force x, y, z (eV/angstrom)
Si	10.6243	0.0024	24.4381	0.0032	0.0599	0.2101
Si	5.0766	0.1252	24.6823	-0.0184	0.0569	0.197
Si	2.8178	2.294	24.5502	0.0436	-0.0194	0.1964
Si	8.5652	2.4415	24.5842	-0.0017	-0.0634	0.1963
Si	10.7067	5.589	24.3579	-0.0504	0.0209	0.2261
Si	5.1578	5.6143	24.4745	-0.0528	0.0399	0.1843
Si	2.9833	7.9554	24.4288	0.0187	-0.0412	0.2461
Si	8.4143	7.8365	24.436	0.0241	-0.0631	0.2067
Si	1.2913	1.1306	25.8635	0.0209	-0.0079	0.0297
Si	6.8127	1.3295	25.7687	0.0306	0.0045	-0.0423
Si	3.983	4.0105	25.7577	0.0001	0.018	-0.0402
Si	9.6822	4.0255	25.8793	0.04	0.0086	0.0165
Si	1.3359	6.7936	25.6998	0.0249	0.0146	-0.0517
Si	6.8032	6.7259	25.7743	0.0026	0.0192	0.0096
Si	3.998	9.472	25.9807	-0.0066	0.0009	0.021
Si	9.4822	9.4418	25.8252	0.0088	0.0128	-0.0367
Si	2.6348	-0.1289	27.3292	-0.0398	-0.0202	0.0199
Si	8.1459	-0.0637	27.1734	-0.066	-0.0277	-0.0041
Si	0.0837	2.6591	27.2407	0.0113	0.0041	0.014
Si	5.4551	2.7299	27.1406	0.0142	0.0018	-0.0242
Si	2.6703	5.4198	27.1397	-0.0346	-0.0453	-0.0333
Si	8.1937	5.3823	27.1682	-0.0272	-0.0153	-0.0286
Si	0.0169	8.1614	27.1604	-0.0234	-0.0128	-0.0208
Si	5.5123	8.1466	27.2117	0.0073	0.0033	-0.0022
Si	4.0953	1.3431	28.5292	-0.0733	-0.0732	0.0392
Si	9.5464	1.3158	28.5326	0.0297	0.0469	0.0402
Si	1.4031	4.0692	28.6069	-0.1084	0.0173	-0.0915
Si	6.8068	4.0703	28.5582	-0.005	0.0041	-0.0197
Si	4.081	6.7733	28.5141	0.0261	0.0866	0.0606
Si	9.5632	6.7954	28.5099	-0.0383	0.006	0.0832
Si	1.2821	9.4763	28.6806	0.1121	0.1084	-0.2079
Si	6.8291	9.5422	28.6029	-0.0164	0.0006	-0.0903
Si	-0.0485	-0.0233	29.9717	-0.0158	0.0695	0.0366
Si	5.4569	-0.0055	29.9316	-0.0003	0.0244	0.0061
Si	2.7806	2.7256	29.9486	0.022	-0.1092	-0.0022
Si	8.1859	2.7076	29.9014	0.0486	-0.0243	0.0065
Si	-0.0186	5.4436	29.9163	0.0336	-0.0065	0.0025
Si	5.4483	5.4484	29.9293	0.0046	0.0296	-0.0035
Si	2.737	8.1461	29.9404	0.0602	-0.0951	0.0346
Si	8.2249	8.1879	29.9292	0.0073	-0.0562	-0.0221
Si	1.3659	1.3763	31.2881	-0.0127	0.015	-0.0072
Si	6.8326	1.3747	31.2972	-0.0509	-0.0105	0.0017
Si	4.1181	4.0891	31.3388	0.0178	0.0325	0.0383
Si	9.5479	4.0863	31.2795	-0.0176	-0.0018	0.0323
Si	1.3568	6.8063	31.3015	-0.0226	0.026	0.0171
Si	6.8265	6.8426	31.2829	0.0185	-0.0066	-0.012
Si	4.092	9.5609	31.2912	-0.0169	0.0104	-0.0105
Si	9.5464	9.5595	31.3486	0.0136	-0.0194	0.0508
Si	2.7409	0.015	0.7042	0.0288	0.0197	-0.0038
Si	8.2074	0.0531	0.7372	-0.0039	-0.0045	-0.0156
Si	0.0018	2.7537	0.7166	0.0146	-0.0417	-0.0295
Si	5.5162	2.7584	0.7607	0.0003	-0.0259	0.0127
Si	2.7147	5.4603	0.7335	0.014	-0.0163	-0.032
Si	8.202	5.4863	0.7027	-0.026	0.0086	-0.0334
Si	0.0093	8.1909	0.7455	0.0148	0.0006	0.0174
Si	5.479	8.229	0.7225	0.011	-0.0043	-0.0054
Si	4.1094	1.3895	2.0878	0.0095	0.0041	-0.0285
Si	9.5777	1.4276	2.1207	0.0011	-0.0221	-0.0314
Si	1.3122	4.1516	2.1139	-0.0442	0.1406	0.0053
Si	6.8997	4.1372	2.1267	-0.0703	-0.0112	-0.0498
Si	4.0871	6.8532	2.0666	-0.0044	0.0447	-0.0273
Si	9.5841	6.8038	2.1129	0.0888	0.0641	-0.0224
Si	1.3747	9.6125	2.0792	-0.068	0.0061	-0.0297
Si	6.8448	9.6355	2.0808	-0.0872	0.0445	-0.0423
Si	0.0234	0.0442	3.4721	-0.0148	-0.0607	-0.1034
Si	5.5047	0.068	3.4816	0.0034	0.0186	-0.1033
Si	2.6995	2.7756	3.4001	0.1464	-0.0548	0.044
Si	8.4051	2.9479	3.5269	0.0998	0.1319	0.065
Si	-0.1117	5.3972	3.601	-0.1808	-0.2489	0.2007
Si	5.474	5.5242	3.4328	0.0266	-0.0646	-0.0134
Si	2.7151	8.2284	3.4215	0.0437	0.0131	0.0393
Si	8.2467	8.2789	3.3834	-0.0931	-0.1025	0.0785
Si	1.3306	1.4885	4.8186	0.0181	0.0575	0.1623
Si	6.9536	1.5306	4.7254	0.0141	0.011	-0.0894
Si	4.0583	4.1495	4.7627	0.0204	-0.0111	-0.0149
B	9.5888	4.1398	4.767	0.1574	-0.1818	-0.2443
Si	1.3129	6.9378	4.8402	0.0898	0.0379	-0.097
Si	6.8799	6.9323	4.7302	0.1467	0.1137	0.0101
Si	4.0946	9.5909	4.7906	0.0203	-0.0386	0.0557
Si	9.625	9.571	4.8294	0.0083	0.0642	0.0169
Si	2.7434	0.079	6.1223	0.029	-0.0235	-0.0411
Si	8.3071	0.1342	6.0602	-0.0391	-0.0651	0.0974
Si	-0.1466	2.9408	6.0726	-0.1333	0.134	0.0429
Si	5.5319	2.8423	6.0803	-0.0412	0.0087	0.0606
Si	2.7452	5.5942	6.1257	0.0311	-0.0297	0.0944
Si	8.3983	5.4618	5.7962	-0.0659	-0.0268	0.025
Si	0.0432	8.3083	6.3672	-0.0782	-0.0208	0.0693
Si	5.5297	8.2907	6.1919	-0.0063	0.026	-0.0032
Si	4.4343	1.1781	7.3261	0.0791	-0.0285	-0.2298
Si	9.8179	1.251	7.5234	0.0647	-0.0665	-0.3597
Si	1.1127	4.4649	7.3991	0.2156	0.0309	-0.1042
Si	6.7273	4.57	7.1631	-0.1216	0.0239	-0.2993
Si	4.3472	6.7082	7.5044	0.0371	-0.0385	-0.331
Si	9.7197	6.5638	7.4312	0.0239	0.2164	-0.1559
Si	1.2717	9.9773	7.6695	-0.1181	0.1254	-0.2346
Si	6.7473	9.9563	7.3769	-0.0236	0.009	-0.2977
O	9.5897	1.2491	24.0051	-0.0216	-0.0054	-0.1122
O	4.1071	6.8089	23.9726	0.0059	-0.0191	-0.1122
O	4.0106	1.2408	24.0529	0.0044	0.0019	-0.1086
O	9.5357	6.7047	23.9205	0.008	-0.0018	-0.1113
O	-0.0184	5.5438	8.0039	-0.0402	-0.0326	0.0802
O	5.5664	0.0843	7.8541	-0.0099	0.0632	0.1552
O	0.1059	0.2099	8.0409	0.1003	-0.1717	0.1986
O	5.6126	5.6513	7.7647	-0.1827	0.0764	0.2654
O	7.669	4.0773	8.4031	0.148	-0.2136	0.4147
O	8.6954	7.0445	8.666	-0.1145	0.1073	0.3374
O	2.1671	9.4608	9.007	0.1442	-0.0632	0.2882
O	8.8885	1.7384	8.8368	-0.1518	0.1674	0.3112
O	7.6398	9.4885	8.6866	0.0775	-0.1211	0.2857
O	3.6814	1.7595	8.6595	-0.1005	0.1373	0.273
O	3.5996	7.2303	8.9088	-0.0362	0.1166	0.3326
O	2.0172	3.8679	8.6669	0.1311	-0.0931	0.3357
O	8.1361	3.491	23.3756	-0.0675	0.0736	-0.2091
O	0.4472	4.9303	22.974	0.0622	-0.0923	-0.2229
O	1.9033	2.7439	23.2559	-0.0984	0.0519	-0.224
O	5.829	4.91	23.1373	0.0925	-0.0853	-0.2157
O	5.5307	10.0005	23.5134	0.0452	-0.064	-0.1794
O	2.4379	8.6874	23.0415	-0.0822	0.0926	-0.2439
O	0.1898	10.0752	23.0992	0.089	-0.0989	-0.2428
O	7.7857	8.5777	23.0894	-0.0838	0.0904	-0.2072
Si	8.6614	7.7044	18.449	-0.0075	0.0002	0.0424
Si	8.7829	6.3416	13.623	-0.0125	0.0074	-0.2148
Si	3.8017	1.5348	14.7078	-0.018	0.0138	-0.1832
Si	2.1355	5.749	17.6277	-0.0113	-0.0093	0.0084
Si	2.4171	3.1482	19.5036	-0.0357	0.0111	0.1554
Si	9.813	9.0023	12.0467	-0.0279	-0.0295	-0.3641
Si	1.3302	9.4218	22.0922	-0.0042	-0.0117	0.3772
Si	9.1806	0.9324	13.1722	-0.0031	0.0262	-0.2581
Si	1.4226	5.0519	13.0239	0.0209	-0.016	-0.2428
Si	1.7976	8.2517	12.7924	0.0358	-0.0234	-0.3586
Si	6.6541	9.56	22.4374	0.0248	-0.0347	0.3285
Si	4.5247	4.5979	15.6937	-0.004	0.0147	-0.1455
Si	8.2107	3.0661	9.533	0.0228	-0.0491	-0.5482
Si	0.8452	8.2502	19.2695	0.0093	0.0321	0.1722
Si	6.9535	1.3537	21.0971	0.0064	0.0036	0.2285
Si	8.2278	8.2924	9.6251	0.0076	-0.0503	-0.5457
Si	10.8864	5.2089	15.6077	0.0002	0.0023	-0.1467
Si	7.5709	9.4948	16.313	-0.0067	0.0051	-0.0887
Si	9.934	2.0593	20.2999	0.003	0.0125	0.1898
Si	3.2165	8.5176	9.8839	-0.0707	-0.0295	-0.5697
Si	6.6929	3.358	17.4096	-0.0122	0.0081	0.0224
Si	1.1701	0.2114	19.8161	0.0093	-0.0239	0.1539
Si	3.2243	2.8171	12.2662	0.0197	0.0123	-0.3843
Si	7.217	5.4015	19.6944	0.0158	-0.0293	0.1843
Si	5.7522	8.6592	11.5132	0.0202	-0.0418	-0.4003
Si	5.7797	6.0645	13.1746	0.0155	0.0044	-0.2965
Si	4.6372	9.7104	17.6196	-0.0058	-0.0013	0.0204
Si	1.0217	3.5999	22.1883	0.0108	0.0428	0.3558
Si	4.8991	1.4884	18.8056	0.0285	-0.0045	0.0911
Si	3.1651	3.0573	9.4778	-0.0932	0.0103	-0.5262
Si	6.4569	10.802	13.7728	0.0016	-0.0162	-0.2403
Si	10.3528	0.1078	15.9584	0.0004	0.0111	-0.1078
Si	5.6265	3.6767	11.0873	0.0303	-0.0682	-0.4126
Si	9.8425	3.877	11.9087	-0.0425	-0.0123	-0.3799
Si	2.348	9.9206	15.5308	0.002	-0.0253	-0.1348
Si	6.0787	8.1333	19.8055	-0.0108	0.0274	0.1808
Si	6.9324	3.9747	22.3896	-0.0192	0.0192	0.343
Si	9.7526	2.776	17.3584	0.0204	0.0026	0.0392
O	7.1898	6.3669	13.95	0.0175	0.0002	0.0834
O	1.8848	7.0621	18.6788	0.0134	-0.0253	-0.0374
O	10.2888	4.0383	16.5244	-0.0107	-0.0191	0.0329
O	6.1696	9.9617	17.0475	-0.0066	0.0047	0.014
O	10.1537	0.6609	14.4425	0.0415	-0.026	0.1356
O	8.4499	6.1244	18.8747	0.0126	0.0156	-0.0416
O	5.1775	0.6792	14.4038	-0.024	0.0119	0.0762
O	5.7172	2.0644	17.5273	0.0077	0.0049	-0.0216
O	8.3491	1.9478	20.5554	0.0291	0.001	-0.08
O	1.9955	4.3047	18.4139	-0.0008	0.0259	-0.0528
O	6.9233	2.8343	10.5351	-0.1153	0.0259	0.2127
O	4.8567	2.702	12.1455	-0.0461	-0.03	0.1634
O	6.0238	4.3973	16.343	0.0205	-0.0082	0.0284
O	4.4978	3.9645	9.8976	0.0684	0.0146	0.194
O	10.6913	2.7802	21.5564	-0.0544	-0.0527	-0.1436
O	9.7184	6.161	14.9637	0.0431	-0.0193	0.1026
O	6.0093	6.4971	19.8473	0.0005	0.0029	-0.0574
O	4.086	0.1762	18.2764	0.0018	-0.01	-0.0204
O	9.2559	10.5274	12.235	-0.0062	0.0685	0.1333
O	2.8536	4.3551	12.7026	-0.0282	0.0454	0.1163
O	1.9141	10.7033	21.2239	-0.0029	0.0566	-0.1519
O	3.9944	2.7244	19.3927	0.0126	-0.0103	-0.0408
O	0.7381	10.0391	15.9614	-0.0091	0.0056	0.034
O	1.2824	9.8078	18.8459	-0.0016	-0.0168	-0.0562
O	1.7136	1.6678	19.2863	0.011	0.0092	-0.0457
O	8.9433	10.3847	16.4905	-0.0044	-0.0052	0.0281
O	4.8781	8.5922	18.7929	-0.0193	0.0105	-0.0541
O	9.5773	8.7019	10.4552	0.0909	0.0429	0.2919
O	6.747	4.0998	18.8563	-0.0085	-0.0217	-0.0641
O	2.8528	1.7154	13.3778	0.0104	-0.0588	0.1692
O	5.8315	8.7811	21.2712	-0.0258	-0.061	-0.1849
O	2.497	2.4753	10.8536	-0.0064	-0.0229	0.2835
O	7.6083	4.8527	21.1831	0.0194	0.0619	-0.189
O	5.2102	7.4716	12.5261	-0.0034	-0.0677	0.1494
O	0.429	9.0538	12.4734	0.0262	-0.005	0.1051
O	7.5908	1.0351	13.5544	-0.0234	-0.0116	0.0845
O	7.1098	9.6225	14.7396	0.026	-0.0293	0.1101
O	8.9743	4.9959	12.7136	-0.0228	0.0835	0.1479
O	8.0936	8.0359	16.9186	0.0001	-0.002	0.0022
O	6.2149	2.576	21.9089	0.0013	-0.0622	-0.1313
O	2.4544	9.0647	14.0925	0.02	0.0719	0.1645
O	0.4214	4.4799	11.8675	0.0374	0.03	0.1347
O	0.8176	8.3192	20.9432	-0.0199	-0.0413	-0.1928
O	9.3809	3.824	10.3582	0.1071	0.0641	0.2776
O	9.6679	2.3571	12.5194	-0.0065	-0.0888	0.1344
O	7.6236	8.5731	19.3977	0.0277	-0.0108	-0.0513
O	2.5542	8.1717	11.3405	-0.0977	-0.0188	0.3316
O	3.9878	3.052	15.3536	0.0127	0.0287	0.0598
O	0.8387	4.4974	14.4413	-0.0365	0.0017	0.1383
O	10.0547	2.9871	18.9511	-0.0053	0.0175	-0.0855
O	9.1457	7.7789	12.9203	-0.018	-0.0777	0.1291
O	10.5161	0.5371	20.0875	0.0047	-0.006	-0.0629
O	6.0147	5.0389	11.9008	-0.0033	0.1219	0.2011
O	8.1509	2.753	17.0134	-0.009	-0.0047	-0.007
O	3.5249	5.4717	16.7135	-0.007	0.0091	0.0242
O	4.6673	9.1365	10.3635	0.0904	0.0047	0.2195
O	1.5383	6.6733	13.1609	-0.0113	-0.0239	0.0912
O	4.7603	5.4856	14.3268	-0.0403	-0.0433	0.1458
O	2.0484	3.8582	20.9349	0.058	-0.0195	-0.1836
O	10.5444	1.4133	16.9227	-0.0035	0.0048	0.0107
O	0.9398	6.0751	16.5604	0.0141	0.0042	0.0365
O	7.3409	10.955	21.9411	0.0082	0.0649	-0.1263
O	5.9334	0.9159	19.9216	-0.0558	0.0017	-0.1088
O	6.0834	10.008	12.3868	0.0278	0.1038	0.1946
O	2.8525	0.5429	15.5769	-0.0119	-0.0182	0.043
O	7.0502	7.9987	10.7341	-0.1298	0.0098	0.2249
O	10.2473	8.0237	18.6959	-0.024	-0.0093	-0.0358
O	3.4526	9.2021	16.5677	0.0181	-0.0081	0.0319

Results
free energy: -137022.655 eV
free energy less fixed offsets of B -154.04, O -568.88, Si -635.61 eV per atom: 4.475 eV

The program warned: the cutoff lies below the one the program advises for these potential files; the exchange-correlation potential is rough where the density is thin.
